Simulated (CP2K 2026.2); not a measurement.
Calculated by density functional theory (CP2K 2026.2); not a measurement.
Periodic cell of 505 atoms, Si360O143H2, from a study of silicon, its oxide and their interface. The atomic structure is a simulated model.
Doubt: the forces sum to 2.76 eV/angstrom along one axis rather than to zero, so they err by at least 0.0055 eV/angstrom per atom on average; the grid cutoff is modest.

Settings: functional PBE; method Gaussian and plane waves; basis set DZVP-MOLOPT-SR-GTH; pseudopotentials GTH-PBE; grid cutoff 350 Ry, relative cutoff 50 Ry; k points Gamma only; occupations fixed; spin none; net charge 0.

Cell vectors (angstrom)
a 16.32 0 0
b 0 16.32 0
c 7.088 -1.0413 34.1244

Atoms and the computed forces on them: element, x, y, z (angstrom), force x, y, z (eV/angstrom)
Si 1.587 14.762 0.186 0.077 0.038 -0.155
Si 4.465 1.228 0.156 -0.056 -0.104 -0.112
Si 1.289 4.296 0.304 0.078 -0.043 -0.213
Si 4.212 6.437 0.149 -0.067 0.054 -0.184
Si 1.071 9.775 0.112 -0.145 0.076 -0.189
Si 3.833 12.603 0.084 0.076 -0.015 -0.35
Si 6.651 15.328 0.166 -0.058 0.06 -0.27
Si 9.848 1.053 0.114 -0.134 0.068 -0.332
Si 6.452 4.237 0.062 0.092 -0.158 -0.124
Si 9.21 6.846 0.022 0.026 0.004 0.145
Si 7.103 9.138 0.028 -0.182 0.154 -0.162
Si 9.772 11.96 0.031 -0.099 0.168 -0.065
Si 11.981 15.08 0.179 0.053 0.005 -0.298
Si 14.673 1.756 0.228 -0.04 0.014 -0.205
Si 19.56 2.926 34.123 0.027 -0.087 -0.023
Si 15.267 6.388 0.145 -0.021 0 -0.356
Si 19.13 8.736 34.051 0.033 -0.101 -0.144
Si 15.24 12.015 0.136 0.014 -0.019 -0.146
Si 2.782 0.061 1.424 0.072 -0.118 -0.279
Si 5.505 2.712 1.609 0.021 0.131 -0.243
Si 2.766 5.429 1.686 0.021 -0.033 -0.261
Si 5.446 8.084 1.378 0.079 -0.128 -0.33
Si 2.727 10.913 1.373 -0.012 0.132 -0.189
Si 5.47 13.67 1.419 -0.069 0.078 -0.204
Si 8.212 0.068 1.533 0.043 0.021 -0.151
Si 10.917 2.746 1.368 0.097 -0.042 -0.209
Si 8.058 5.39 1.447 -0.119 0.031 -0.384
Si 10.886 8.107 1.262 -0.133 0.099 -0.338
Si 8.188 10.788 1.355 0.1 -0.028 -0.156
Si 10.833 13.534 1.495 -0.038 -0.072 -0.22
Si 13.577 0.02 1.44 -0.078 0.023 -0.249
Si 16.314 2.77 1.563 -0.064 0.097 -0.152
Si 13.631 5.389 1.496 0.081 -0.039 -0.203
Si 16.268 8.162 1.417 0.068 -0.11 -0.145
Si 13.589 10.856 1.392 0.046 0.048 -0.194
Si 16.371 13.574 1.519 -0.043 -0.044 -0.283
Si 1.38 1.356 2.828 -0.007 -0.056 0.028
Si 4.101 4.023 2.966 -0.041 -0.08 0.158
Si 1.364 6.882 2.867 -0.056 0.032 0.096
Si 4.101 9.518 2.715 -0.012 0.005 0.033
Si 1.401 12.211 2.863 0.023 -0.009 0.16
Si 4.125 15.005 2.85 -0.004 0.08 0.025
Si 6.911 1.417 2.94 0.031 0.017 0.134
Si 9.514 4.066 2.76 0.037 -0.011 -0.019
Si 6.764 6.768 2.855 -0.057 -0.031 0.042
Si 9.554 9.461 2.762 0.049 -0.074 -0.001
Si 6.822 12.21 2.719 0.013 -0.012 -0.053
Si 9.484 14.911 2.851 -0.008 -0.045 0.136
Si 12.224 1.375 2.845 0.016 0.008 -0.03
Si 14.969 4.1 2.942 0.064 0.029 0.149
Si 12.233 6.813 2.733 -0.021 0.009 0.076
Si 14.89 9.472 2.808 0.008 0.006 0.074
Si 12.276 12.225 2.81 0.027 0.037 0.106
Si 14.966 14.973 2.799 0.021 0.035 -0.002
Si 16.335 -0.013 4.186 0.019 -0.003 0.062
Si 2.703 2.678 4.275 0.052 0.052 -0.015
Si 16.345 5.491 4.258 -0.108 0.004 -0.075
Si 2.76 8.22 4.196 -0.068 -0.043 -0.022
Si 16.299 10.841 4.181 0.073 0.037 -0.068
Si 2.756 13.609 4.221 0.01 -0.02 -0.086
Si 5.496 0.024 4.244 -0.076 -0.065 -0.083
Si 8.248 2.77 4.276 -0.08 -0.072 -0.02
Si 5.447 5.426 4.286 0.052 0.037 -0.088
Si 8.175 8.137 4.185 0.005 0.022 -0.077
Si 5.457 10.87 4.115 0.006 -0.011 0.048
Si 8.132 13.539 4.191 0.047 0.081 0.014
Si 10.869 -0.026 4.207 0.008 0.085 -0.09
Si 13.595 2.708 4.26 0.031 -0.045 -0.065
Si 10.876 5.447 4.131 0.034 -0.012 -0.023
Si 13.556 8.128 4.196 0.057 0.043 -0.004
Si 10.902 10.846 4.167 -0.042 -0.041 -0.083
Si 13.618 13.606 4.183 -0.043 -0.042 0.024
Si 17.708 14.957 16.575 -0.004 -0.02 0.047
Si 4.086 1.375 16.584 -0.01 0.028 0.07
Si 17.7 4.079 16.597 0.007 -0.021 0.043
Si 4.081 6.804 16.56 0.006 0.028 0.034
Si 17.662 9.502 16.597 0.028 0.036 0.064
Si 4.087 12.248 16.589 -0.026 -0.023 0.044
Si 6.76 14.938 16.52 0.019 0.093 0.004
Si 9.532 1.363 16.556 -0.02 -0.024 0
Si 6.821 4.065 16.563 -0.006 0.001 0.054
Si 9.535 6.796 16.572 -0.014 0.033 0.038
Si 6.816 9.53 16.557 -0.005 0.001 0.002
Si 9.534 12.231 16.541 0.011 -0.014 0.012
Si 12.261 14.944 16.578 0.012 -0.024 0.001
Si 14.994 1.354 16.564 -0.008 -0.008 0.027
Si 12.259 4.083 16.542 -0.004 -0.006 0.018
Si 14.973 6.807 16.621 -0.027 -0.047 0.071
Si 12.258 9.485 16.586 0.046 -0.027 0.063
Si 14.968 12.225 16.591 0.013 0 0.052
Si 19.074 -0.015 17.966 -0.031 0.047 0.017
Si 5.433 2.758 17.963 0.065 -0.06 0.118
Si 19.035 5.486 17.964 0.058 -0.052 -0.002
Si 5.477 8.143 17.91 -0.087 0.045 0.102
Si 19.036 10.872 17.941 -0.007 -0.002 0.101
Si 5.443 13.617 17.975 0.031 0.002 -0.003
Si 8.097 0.001 17.848 -0.05 -0.096 0.072
Si 10.93 2.712 17.913 0.049 0.025 0
Si 8.209 5.398 17.934 -0.058 0.02 -0.001
Si 10.872 8.157 17.975 0.056 -0.069 0.123
Si 8.148 10.922 17.926 0.034 -0.06 0.026
Si 10.907 13.55 17.926 -0.015 0.054 0.116
Si 13.624 0.006 17.934 0.044 -0.022 0.065
Si 16.376 2.666 17.962 -0.062 0.05 0.109
Si 13.58 5.428 17.959 0.017 0.045 0.122
Si 16.313 8.173 18.038 -0.014 0.022 -0.088
Si 13.648 10.809 17.967 -0.075 0.041 -0.079
Si 16.328 13.616 17.942 0.051 -0.065 0.062
Si 17.762 1.331 19.392 -0.014 0.098 -0.022
Si 4.108 4.19 19.351 0.121 0.072 -0.164
Si 17.69 6.822 19.385 0.041 0.016 -0.019
Si 4.132 9.522 19.287 0.059 -0.023 -0.109
Si 17.635 12.211 19.325 -0.037 -0.001 -0.125
Si 4.085 14.956 19.376 0.057 0.037 0.029
Si 6.771 1.32 19.305 -0.135 0.021 -0.046
Si 9.588 4.036 19.302 -0.009 0.021 -0.057
Si 6.84 6.768 19.276 0.023 -0.087 -0.174
Si 9.502 9.584 19.304 0.044 0.063 -0.139
Si 6.827 12.283 19.347 0.032 0.026 -0.027
Si 9.439 14.935 19.171 -0.115 -0.042 -0.129
Si 12.247 1.341 19.311 0.043 0.057 -0.106
Si 14.965 4.027 19.282 0.009 -0.122 -0.175
Si 12.195 6.755 19.395 -0.12 -0.037 0.02
Si 14.934 9.488 19.462 -0.017 -0.038 0.067
Si 12.298 12.165 19.306 -0.072 -0.089 -0.12
Si 15.016 15.017 19.328 0.057 0.118 -0.034
Si 16.402 -0.012 20.827 -0.046 -0.155 0.301
Si 19.126 2.804 20.697 -0.143 -0.067 0.139
Si 16.279 5.413 20.648 -0.097 -0.021 0.051
Si 19.114 8.194 20.708 0.109 0.022 0.148
Si 16.29 10.901 20.811 0.159 0.108 0.247
Si 19.029 13.55 20.666 -0.011 -0.127 0.165
Si 5.409 0 20.8 0.079 0.039 0.047
Si 8.235 2.651 20.584 -0.007 -0.124 0.261
Si 5.519 5.514 20.763 -0.054 0.02 0.421
Si 8.174 8.148 20.59 -0.078 0.062 0.264
Si 5.494 10.898 20.673 -0.081 -0.086 0.295
Si 8.185 13.657 20.717 0.102 0.12 0.341
Si 10.734 -0.008 20.483 -0.018 0.093 0.425
Si 13.641 2.649 20.705 0.093 0.031 0.132
Si 10.843 5.316 20.824 0.092 0.174 0.208
Si 13.508 8.129 20.833 -0.086 -0.121 0.21
Si 10.861 10.912 20.72 0.051 0.056 0.236
Si 13.646 13.595 20.583 0.063 0.018 0.282
Si 17.564 14.642 22.137 0.041 0.186 0.29
Si 20.742 1.757 22.066 -0.182 -0.043 0.422
Si 17.473 3.91 21.969 0.262 0.082 0.43
Si 20.754 7.214 22.121 -0.185 -0.209 0.103
Si 18.02 9.793 22.023 -0.058 0.035 0.199
Si 20.203 12.018 21.999 0.015 0.023 0.099
Si 7.039 15.225 22.115 0.105 0.027 0.106
Si 9.283 1.09 22.047 0.101 0.048 -0.169
Si 6.793 3.848 21.938 0.05 0.083 -0.015
Si 9.594 6.965 22.032 0.117 -0.046 0.142
Si 6.717 9.356 21.983 0.024 0.109 0.151
Si 9.874 12.628 22.064 -0.03 -0.105 0.003
Si 12.018 14.835 21.678 -0.175 -0.132 0.011
Si 15.256 1.631 22.133 -0.005 -0.1 0.33
Si 12.468 4.092 22.126 -0.023 0.069 0.12
Si 14.62 6.378 22.001 0.011 0.133 0.187
Si 11.794 9.24 22.125 0.093 0.068 0.195
Si 15.158 12.585 22.109 -0.154 -0.053 0.225
Si 21.939 2.406 29.996 0.06 -0.198 -0.324
Si 17.906 4.303 25.002 -0.189 -0.108 0.444
Si 16.96 9.415 24.837 0.078 0.201 0.631
Si 10.19 2.013 32.094 -0.059 0.082 -0.368
Si 7.722 5.655 24.215 0.067 -0.018 0.306
Si 11.214 3.696 26.98 0.099 0.269 0.315
Si 11.897 3.629 29.873 0.091 0.134 -0.358
Si 19.608 7.331 31.33 0.073 0.123 -0.643
Si 18 4.704 31.933 0.019 -0.23 -0.525
Si 20.454 2.807 24.831 0.003 -0.231 0.596
Si 10.86 13.63 29.879 -0.117 0.16 -0.234
Si 20.671 12.954 26.904 -0.236 -0.055 0.377
Si 12.758 -0.528 29.906 0.042 -0.056 -0.311
Si 19.775 -0.603 27.467 0.091 0.003 0.301
Si 5.735 13.312 24.218 -0.182 0.147 0.252
Si 12.671 9.502 25.025 -0.073 -0.147 0.596
Si 6.256 9.191 28.916 0.036 0.013 -0.113
Si 7.911 6.703 29.831 -0.26 0.105 -0.403
Si 16.642 0.705 31.201 0.161 -0.168 -0.645
Si 12.448 6.651 29.231 0.037 -0.197 -0.303
Si 7.986 0.729 30.493 -0.048 0.25 -0.563
Si 9.01 5.841 27.004 0.283 0.122 0.422
Si 16.443 13.219 26.867 0.007 -0.068 0.261
Si 21.841 11.99 29.603 0.181 -0.047 -0.36
Si 12.332 11.278 31.36 -0.202 0.262 -0.649
Si 9.857 7.156 32.128 -0.072 -0.191 -0.359
Si 18.198 3.822 28.901 0.058 0.016 -0.489
Si 14.72 11.65 24.972 0.158 0.127 0.594
Si 19.161 6.114 26.955 -0.05 0.027 0.278
Si 11.268 2.077 24.312 -0.042 -0.151 0.244
Si 21.823 5.339 31.164 0.367 -0.182 -0.525
Si 10.657 8.396 27.292 -0.135 -0.036 0.171
Si 15.287 0.765 25.137 -0.011 -0.155 0.665
Si 14.058 2.081 31.213 -0.183 0.082 -0.545
Si 17.911 15.419 25.073 -0.102 -0.074 0.73
Si 19.555 8.642 28.612 0.086 0.164 -0.26
Si 21.088 5.838 24.659 -0.072 -0.069 0.628
Si 8.092 11.158 24.192 0.176 -0.058 0.225
Si 12.813 -0.726 24.959 0.015 -0.701 0.259
Si 14.94 7.329 24.811 -0.165 -0.096 0.641
Si 15.852 3.192 26.84 0.003 0.059 0.277
Si 12.608 8.493 31.496 0.17 -0.233 -0.643
Si 6.738 15.144 32.281 0.257 0.035 -0.467
Si 13.774 5.326 26.891 -0.125 -0.093 0.337
Si 8.099 13.279 28.942 0.13 0.045 -0.112
Si 15.614 14.439 29.697 -0.155 0.127 -0.308
Si 20.88 12.872 32.167 -0.094 -0.193 -0.44
Si 8.323 -0.234 27.622 -0.003 -0.014 -0.07
Si 18.516 10.926 26.926 -0.022 0.151 0.241
Si 5.853 1.323 27.087 0.094 -0.145 0.232
Si 19.308 1.214 29.797 0.031 -0.188 -0.377
Si 8.458 10.527 27.272 -0.066 -0.044 0.532
Si 11.225 15.265 27.481 -0.096 0.024 0.039
Si 15.151 12.61 32.034 0.125 0.08 -0.307
Si 1.369 14.955 5.583 0.008 -0.025 -0.05
Si 4.1 1.345 5.623 0.001 -0.016 -0.011
Si 1.363 4.089 5.612 0.008 -0.009 -0.007
Si 4.079 6.824 5.595 -0.004 -0.026 -0.022
Si 1.366 9.53 5.576 -0.003 0.022 -0.009
Si 4.122 12.22 5.557 -0.034 0.041 -0.078
Si 6.82 14.931 5.591 -0.037 -0.014 -0.032
Si 9.555 1.349 5.614 0.013 -0.02 -0.011
Si 6.837 4.088 5.631 0.02 0.042 0.011
Si 9.535 6.782 5.564 -0.035 0.024 -0.084
Si 6.808 9.523 5.539 0.023 -0.029 -0.083
Si 9.53 12.204 5.551 0.007 0.002 -0.037
Si 12.25 14.947 5.572 0.027 0.008 -0.034
Si 14.979 1.337 5.593 -0.029 0.031 -0.056
Si 12.22 4.1 5.576 0.021 -0.03 -0.09
Si 14.944 6.816 5.599 0.032 -0.008 -0.019
Si 12.236 9.507 5.579 -0.02 -0.005 -0.043
Si 14.967 12.231 5.56 0.014 0.017 -0.036
Si 2.727 -0.018 6.972 0.027 -0.002 0.012
Si 5.463 2.717 6.98 -0.014 -0.006 -0.013
Si 2.73 5.452 6.971 -0.017 0 -0.02
Si 5.458 8.177 6.947 -0.012 -0.005 0.004
Si 2.738 10.886 6.94 -0.032 0.008 0.012
Si 5.455 13.578 6.958 0.014 0.01 0.013
Si 8.178 -0.019 6.962 0.009 0.009 -0.007
Si 10.9 2.723 6.973 0.002 -0.019 0.02
Si 8.19 5.452 6.981 -0.017 -0.028 0.022
Si 10.881 8.146 6.948 0.006 0.006 0.027
Si 8.167 10.864 6.936 0.002 0.004 0.01
Si 10.884 13.577 6.934 -0.004 0.014 -0.016
Si 13.61 -0.019 6.957 0.016 -0.018 0.007
Si 16.322 2.715 6.968 -0.008 0.017 0
Si 13.592 5.44 6.96 0.01 0.009 0.001
Si 16.325 8.17 6.955 -0.007 -0.005 0.004
Si 13.605 10.874 6.939 0.005 0.003 0.004
Si 16.327 13.586 6.946 0.016 -0.007 0.003
Si 17.688 1.354 8.335 0.016 0.011 0.004
Si 4.095 4.086 8.335 0.025 0.022 0.013
Si 17.681 6.807 8.333 -0.02 -0.035 0.014
Si 4.09 9.525 8.324 0.003 -0.01 -0.005
Si 17.694 12.235 8.322 0.016 0.019 0
Si 4.092 14.938 8.333 -0.036 -0.016 -0.001
Si 6.82 1.345 8.339 -0.032 -0.02 0.009
Si 9.538 4.077 8.347 -0.011 -0.008 -0.001
Si 6.813 6.814 8.332 0.021 0.007 -0.003
Si 9.523 9.509 8.322 -0.019 -0.014 -0.008
Si 6.818 12.223 8.327 0.004 0.018 -0.001
Si 9.54 14.94 8.327 0.005 0.016 0.007
Si 12.261 1.352 8.334 0.022 0.028 0.001
Si 14.957 4.077 8.332 -0.003 -0.029 0.004
Si 12.242 6.8 8.336 0.003 -0.008 -0.005
Si 14.966 9.526 8.325 0.036 0.02 0.004
Si 12.246 12.229 8.318 -0.005 -0.006 0
Si 14.969 14.942 8.328 -0.021 0.009 -0.003
Si 16.325 -0.01 9.703 0.003 -0.005 0.002
Si 2.731 2.721 9.701 -0.008 -0.004 0.005
Si 16.324 5.439 9.701 0.01 0.014 0.001
Si 2.729 8.163 9.701 0.002 -0.001 0.002
Si 16.332 10.878 9.699 -0.017 -0.01 0.004
Si 2.726 13.59 9.706 0.009 0.009 0.009
Si 5.45 -0.014 9.703 0.014 0.013 0.001
Si 8.175 2.712 9.71 0.01 0.01 0.006
Si 5.453 5.45 9.705 -0.009 -0.022 0.002
Si 8.17 8.162 9.712 -0.012 0.003 -0.001
Si 5.451 10.875 9.705 -0.001 0.005 -0.002
Si 8.175 13.586 9.701 -0.004 -0.002 -0.001
Si 10.896 -0.012 9.702 -0.007 -0.004 -0.005
Si 13.613 2.711 9.713 -0.001 -0.008 0.006
Si 10.895 5.437 9.717 0 -0.011 0.005
Si 13.611 8.161 9.699 -0.001 -0.007 -0.001
Si 10.887 10.869 9.694 0.005 0.007 -0.008
Si 13.607 13.585 9.7 0.011 0.008 0.006
Si 17.684 14.951 11.076 0.001 0.017 -0.002
Si 4.089 1.355 11.07 0.005 -0.003 0.003
Si 17.689 4.08 11.075 0.004 -0.013 0.004
Si 4.086 6.803 11.081 0.002 0.005 0.003
Si 17.686 9.517 11.079 0.005 0.001 -0.001
Si 4.087 12.233 11.078 -0.01 0.002 0.001
Si 6.813 14.948 11.074 0.001 -0.005 -0.003
Si 9.537 1.35 11.079 -0.011 0.003 -0.001
Si 6.81 4.08 11.074 -0.004 0 0
Si 9.531 6.799 11.082 -0.003 -0.013 -0.002
Si 6.805 9.515 11.084 0.009 -0.003 0.003
Si 9.533 12.228 11.077 -0.005 0.011 -0.004
Si 12.254 14.948 11.08 0.008 0.006 0.001
Si 14.974 1.352 11.085 -0.005 0.009 0.004
Si 12.256 4.073 11.086 0.003 -0.006 0.002
Si 14.968 6.8 11.076 -0.003 -0.006 0.003
Si 12.251 9.517 11.073 -0.001 -0.004 -0.005
Si 14.971 12.231 11.077 0.009 -0.001 -0.002
Si 2.722 0 12.441 -0.001 -0.018 -0.004
Si 5.448 2.718 12.443 -0.004 0.007 0.005
Si 2.725 5.44 12.455 -0.007 -0.007 -0.001
Si 5.442 8.161 12.462 0.006 -0.015 0.001
Si 2.725 10.876 12.453 0.016 -0.001 -0.002
Si 5.446 13.596 12.448 0.016 0.011 -0.001
Si 8.17 -0.009 12.447 0.003 0.004 -0.005
Si 10.897 2.71 12.457 0.004 0.005 -0.002
Si 8.167 5.44 12.45 0.013 -0.011 -0.003
Si 10.899 8.154 12.449 -0.006 0.014 -0.004
Si 8.172 10.87 12.453 -0.016 0.005 -0.009
Si 10.894 13.587 12.454 -0.011 -0.01 -0.002
Si 13.617 -0.014 12.458 -0.009 0.003 0
Si 16.335 2.72 12.454 0.017 -0.003 0.003
Si 13.618 5.436 12.454 -0.003 0.001 -0.002
Si 16.327 8.155 12.455 0 -0.005 0.002
Si 13.613 10.87 12.452 0.001 -0.001 -0.001
Si 16.331 13.588 12.454 -0.017 0.016 0.001
Si 17.694 1.36 13.826 -0.012 0.018 0
Si 4.09 4.078 13.823 0.023 -0.018 -0.001
Si 17.679 6.792 13.836 0.02 0.006 -0.005
Si 4.076 9.52 13.835 -0.02 0.027 -0.002
Si 17.689 12.23 13.834 0.003 -0.016 0.005
Si 4.076 14.959 13.811 -0.016 0.03 -0.008
Si 6.804 1.353 13.814 0.021 -0.008 0.004
Si 9.532 4.08 13.816 -0.025 0.005 -0.002
Si 6.807 6.797 13.829 -0.021 0.016 0.002
Si 9.538 9.509 13.821 0.02 -0.025 -0.002
Si 6.803 12.229 13.816 0.016 -0.003 -0.004
Si 9.531 14.953 13.821 -0.008 0.003 -0.012
Si 12.26 1.35 13.832 -0.01 -0.006 -0.004
Si 14.983 4.085 13.831 -0.021 -0.008 -0.007
Si 12.26 6.796 13.824 0.006 -0.024 0.002
Si 14.969 9.513 13.834 -0.01 -0.001 -0.002
Si 12.254 12.224 13.83 0.003 0.024 -0.007
Si 14.976 14.944 13.833 0.031 -0.016 -0.003
Si 16.345 -0.012 15.197 -0.031 0.002 -0.02
Si 19.049 2.726 15.204 0 -0.01 0.001
Si 16.327 5.441 15.232 0.001 -0.007 0.018
Si 19.029 8.161 15.206 0.008 -0.019 -0.02
Si 16.326 10.872 15.212 0.02 0.023 -0.017
Si 19.054 13.596 15.197 0.02 0.027 -0.007
Si 5.42 0.01 15.181 0.011 -0.038 -0.03
Si 8.173 2.713 15.178 0.002 0.013 -0.004
Si 5.449 5.434 15.202 -0.002 -0.014 -0.009
Si 8.175 8.158 15.196 0.011 0 0.005
Si 5.439 10.886 15.201 0.004 -0.023 0.015
Si 8.162 13.59 15.179 0.01 0.006 0.004
Si 10.895 -0.014 15.201 -0.001 0 0.019
Si 13.63 2.716 15.194 0.034 0.026 -0.014
Si 10.89 5.442 15.188 0.022 0.006 -0.022
Si 13.621 8.141 15.211 -0.022 0.016 -0.016
Si 10.903 10.852 15.202 -0.038 0.013 -0.004
Si 13.615 13.58 15.205 -0.036 -0.005 -0.004
O 17.499 8.991 23.373 0.286 -0.279 -0.38
O 16.372 13.593 22.662 -0.214 0.039 -0.166
O 8.089 6.189 28.296 -0.06 -0.02 0.208
O 21.681 11.668 32.911 0.144 -0.093 0.225
O 21.534 2.141 25.852 -0.312 0.235 -0.41
O 12.087 3.254 23.517 0.157 0.284 -0.169
O 18.977 5.069 28.2 -0.02 0.083 0.206
O 12.379 4.276 33.643 -0.021 0.066 0.328
O 20.633 12.439 30.597 -0.008 -0.083 0.608
O 16.646 4.828 32.832 -0.07 0.188 0.446
O 15.443 6.892 23.338 0.165 -0.091 -0.355
O 19.106 -0.294 26.016 -0.32 0.221 -0.362
O 15.87 13.165 30.675 0.159 -0.183 0.438
O 10.985 13.791 22.537 -0.084 -0.219 -0.537
O 5.815 2.593 22.373 -0.025 0.146 -0.512
O 11.65 9.041 26.197 0.104 0.422 -0.447
O 17.986 9.852 33.53 0.321 -0.005 0.382
O 11.587 11.05 32.783 -0.298 0.055 0.395
O 11.735 5.254 29.705 -0.145 0.028 0.053
O 17.7 4.185 30.406 -0.059 -0.031 0.491
O 7.299 0.639 26.68 0.139 -0.079 0.052
O 20.678 1.782 33.625 -0.057 -0.187 0.252
O 15.276 6.98 33.562 0.152 -0.127 0.224
O 19.108 10.919 22.615 0.028 0.046 -0.507
O 21.655 5.528 32.771 0.14 0.256 0.411
O 7.068 9.728 27.606 0.049 -0.077 -0.19
O 7.191 -0.653 30.801 -0.342 -0.36 0.319
O 11.258 1.185 32.992 0.28 0.094 0.365
O 12.042 9.971 23.603 -0.067 0.316 -0.422
O 6.277 6.385 24.401 -0.083 0.33 -0.145
O 10.872 2.63 25.808 0.05 -0.422 -0.475
O 9.929 4.577 27.427 -0.006 0.079 -0.025
O 7.269 4.327 33.844 0.053 0.146 0.541
O 6.408 14.63 23.536 0.145 0.145 -0.118
O 8.653 7.938 32.88 -0.04 -0.107 0.087
O 14.664 13.845 32.983 0.012 0.3 0.398
O 20.157 6.642 23.579 -0.018 0.16 -0.474
O 14.311 -0.465 25.554 0.2 0.299 -0.066
O 12.326 4.761 26.41 -0.083 0.009 -0.178
O 13.185 0.741 30.811 0.103 0.257 0.115
O 22.704 0.163 33.125 -0.119 0.192 -0.054
O 11.045 13.838 28.261 0.101 -0.001 -0.219
O 16.974 3.234 28.009 -0.195 -0.121 -0.084
O 10.359 5.851 32.975 -0.045 -0.004 0.3
O 19.075 8.324 30.137 0.126 0.088 0.324
O 14.03 14.812 29.625 0.111 0.046 -0.117
O 21.553 13.657 25.74 0.318 0.177 -0.397
O 19.045 10.158 28.266 -0.021 0.102 -0.04
O 21.732 14.244 32.204 -0.059 0.01 0.032
O 16.112 14.091 28.193 0.152 0.171 -0.108
O 13.598 8.752 32.751 0.219 0.351 0.522
O 8.189 5.309 25.726 -0.266 -0.064 -0.409
O 16.408 2.762 22.475 0.002 0.041 -0.34
O 19.483 13.199 32.919 0.122 -0.103 0.481
O 7.008 5.635 30.642 0.086 -0.285 0.162
O 15.243 1.736 26.46 0.153 -0.079 -0.352
O 13.828 11.816 31.586 0.099 -0.209 -0.032
O 7.615 9.89 23.281 0.153 -0.006 -0.26
O 9.246 13.606 30.063 -0.098 0.14 0.125
O 14.301 12.236 23.506 0.097 -0.038 -0.604
O 5.48 8.425 22.592 -0.097 -0.325 -0.235
O 19.846 14.11 27.703 0.181 -0.045 0.174
O 13.523 10.758 25.618 -0.014 0.133 -0.18
O 18.518 6.238 31.816 -0.247 0.206 0.299
O 11.592 14.886 30.639 0.018 -0.048 0.156
O 20.13 1.735 23.633 -0.203 -0.018 -0.567
O 21.175 8.531 28.419 0.107 -0.033 -0.116
O 10.854 2.991 30.952 -0.218 -0.394 0.621
O 20.838 1.23 30.374 0.094 -0.157 0.168
O 14.634 4.073 27.435 -0.014 0.094 0.13
O 13.421 3.328 30.371 0.362 -0.109 0.226
O 11.49 12.233 30.353 0.213 -0.17 0.492
O 14.037 2.4 32.811 0.111 0.091 0.59
O 8.594 10.677 25.665 -0.11 0.197 -0.53
O 12.116 -0.072 28.454 -0.001 0.012 0.136
O 5.912 2.342 28.373 -0.082 0.285 0.161
O 16.12 8.197 25.518 -0.108 0.043 -0.161
O 11.974 14.859 26.126 -0.045 -0.243 -0.362
O 20.795 12.799 23.327 0.088 0.058 -0.271
O 13.174 7.31 30.524 -0.154 0.202 0.584
O 11.397 7.727 28.587 -0.259 -0.156 0.01
O 8.17 0.014 22.65 -0.084 -0.274 -0.469
O 19.03 3.695 32.73 0.156 -0.274 0.385
O 14.744 1.305 23.695 -0.111 0.245 -0.641
O 21.528 12.139 28.014 0.195 0.056 -0.215
O 13.525 5.278 22.636 0.192 -0.066 -0.652
O 9.687 9.597 27.825 0.06 0.147 -0.148
O 16.181 11.641 32.832 -0.014 0.171 0.304
O 19.262 2.603 28.948 0.195 0.027 -0.224
O 18.033 15.196 33.716 0.096 0.101 0.23
O 16.442 3.748 25.431 -0.124 -0.117 -0.514
O 17.338 14.095 25.835 0.409 0.002 -0.153
O 10.764 8.012 22.563 0.029 0.088 -0.373
O 18.377 15.071 23.549 0.192 0.097 -0.72
O 12.478 9.846 30.6 0.058 0.11 0.405
O 7.972 14.338 32.957 -0.136 0.071 0.063
O 8.49 11.982 28.017 -0.019 -0.069 -0.159
O 8.483 0.665 28.957 -0.019 -0.027 0.269
O 19.024 3.211 25.546 -0.02 -0.022 -0.126
O 9.95 1.749 23.405 0.044 0.083 -0.299
O 9.211 2.857 33.065 -0.082 0.046 0.218
O 22.232 10.439 29.905 -0.095 0.101 0.271
O 19.929 8.216 32.669 0.091 0.043 0.517
O 13.605 6.371 28.125 -0.084 0.041 0.153
O 20.633 6.071 26.228 0.32 0.042 -0.444
O 19.663 11.865 26.25 -0.084 0.004 0.038
O 9.313 11.97 23.477 -0.092 -0.185 -0.299
O 14.582 6.03 25.7 0.382 -0.024 -0.602
O 18.033 4.549 23.406 -0.019 0.097 -0.657
O 21.448 3.865 30.538 -0.016 0.226 0.323
O 16.332 0.517 32.778 -0.217 0.187 0.387
O 9.821 7.191 26.568 0.072 -0.11 -0.337
O 18.982 -0.011 28.764 -0.162 -0.171 -0.147
O 11.129 8.138 32.04 -0.045 0.053 0.274
O 18.19 1.176 30.969 -0.257 0.151 0.375
O 18.885 7.592 27.561 0.11 -0.226 -0.138
O 21.259 0.037 27.48 0.052 -0.295 -0.15
O 18.084 5.728 25.795 -0.009 0.111 -0.45
O 15.07 12.784 26.098 -0.198 0.031 -0.284
O 21.053 4.237 24.316 -0.076 0.271 -0.286
O 16.448 -0.62 30.278 0.098 0.223 0.302
O 7.799 14.564 27.959 -0.182 -0.146 0.098
O 6.811 12.943 29.872 -0.326 0.015 0.003
O 7.168 8.153 29.766 0.145 0.053 0.269
O 11.69 2.976 28.374 -0.096 -0.258 0.14
O 13.6 8.224 24.665 0.16 0.027 -0.332
O 20.827 6.504 30.6 -0.203 0.176 0.23
O 9.785 12.656 33.672 0.185 -0.032 0.663
O 17.252 11.873 27.334 -0.108 -0.089 -0.112
O 16.037 10.744 24.68 0.02 -0.137 -0.356
O 9.329 6.791 30.621 0.441 0.205 0.481
O 7.032 2.036 30.72 0.254 0.026 0.172
O 7.106 9.884 33.626 -0.03 -0.22 0.535
O 6.817 12.13 24.344 0.039 -0.103 -0.101
O 18.176 9.788 25.835 0.074 -0.306 -0.307
O 9.31 0.851 31.39 0.302 -0.38 0.266
O 12.093 0.679 24.518 -0.165 0.395 -0.26
O 15.591 1.856 30.695 -0.078 0.153 0.328
O 16.806 0.269 24.95 0.219 0.094 -0.357
O 8.802 6.595 23.446 -0.186 0.027 -0.057
O 9.821 -0.361 26.996 0.034 -0.012 -0.136
O 7.555 4.289 23.346 0.152 0.012 -0.209
O 12.603 -0.965 33.671 0.137 0.095 0.723
H 12.733 -0.49 22.497 0.088 0.061 -0.105
H 12.928 14.528 23.965 -0.015 0.191 0.115

Results
total energy: -101251.225 eV
total energy less fixed offsets of H -15.91, O -438.35, Si -107.03 eV per atom: -4.555 eV
